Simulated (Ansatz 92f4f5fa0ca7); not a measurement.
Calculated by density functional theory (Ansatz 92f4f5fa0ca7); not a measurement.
Periodic cell of 240 atoms, Si143O91B6, from a study of silicon, its oxide and their interface. The atomic structure is a simulated model.
Doubt: the cutoff is far below the 930 eV that the study's wrapper takes by default for these files, so forces and energies are approximate.
This geometry differs little from another in the collection (a relaxation step or a small displacement).

Settings
functional: PBE
potential files: Ansatz PAW
basis: plane waves
wave-function cutoff: 580 eV
density cutoff ratio: 5
exchange-correlation grid ratio: 1
k mesh: 1 x 1 x 1, Gamma-centred
self-consistency stop: 5e-08 eV per atom in the density residual
occupations: fixed
spin: none
net charge: 0

Cell vectors (angstrom)
a  11.6015  0  0
b  0  10.938  0
c  0  0  31.7975

Atoms: element, x, y, z (angstrom)
Si  0.4803  -0.0037  23.339
B  3.7864  0.3228  23.8101
Si  7.8532  0.0225  23.2522
B  2.2621  0.9251  23.8368
Si  5.6255  1.1504  23.3166
Si  9.9976  1.2368  23.2757
Si  -0.029  5.1532  23.2335
B  3.7213  5.8467  23.4507
Si  7.553  5.4322  22.9291
Si  1.8692  6.6542  23.0028
Si  5.5495  6.7063  23.0884
Si  9.6367  6.5076  23.3351
Si  2.0786  2.6075  25.031
Si  5.7427  2.7646  25.0592
Si  9.7379  2.7124  25.0698
Si  11.7324  3.9045  25.1634
Si  3.8517  4.2367  24.8883
Si  7.7378  3.9999  24.8725
Si  2.0011  8.0703  25.015
Si  5.7591  8.1836  25.0012
Si  9.6938  8.1702  25.0225
Si  11.6983  9.4451  25.1194
Si  3.8405  9.5874  25.0359
Si  7.745  9.4856  25.0594
Si  11.6311  -0.0197  26.9727
Si  3.88  -0.027  27.0198
Si  7.702  -0.0115  26.9553
Si  1.9831  1.3197  27.0234
Si  5.771  1.3827  26.9791
Si  9.6586  1.3229  26.9709
Si  11.665  5.4465  26.9628
Si  3.8975  5.4573  26.9629
Si  7.7442  5.4244  26.8598
Si  1.9878  6.8058  26.9903
Si  5.8154  6.8234  26.9396
Si  9.7056  6.7947  26.9485
Si  1.9336  2.7345  28.8983
Si  5.8008  2.7345  28.8983
Si  9.6679  2.7345  28.8983
Si  0  4.1018  28.8983
Si  3.8672  4.1018  28.8983
Si  7.7343  4.1018  28.8983
Si  1.9336  8.2035  28.8983
Si  5.8008  8.2035  28.8983
Si  9.6679  8.2035  28.8983
Si  0  9.5708  28.8983
Si  3.8672  9.5708  28.8983
Si  7.7343  9.5708  28.8983
Si  0  0  30.8319
Si  3.8672  0  30.8319
Si  7.7343  0  30.8319
Si  1.9336  1.3673  30.8319
Si  5.8008  1.3673  30.8319
Si  9.6679  1.3673  30.8319
Si  0  5.469  30.8319
Si  3.8672  5.469  30.8319
Si  7.7343  5.469  30.8319
Si  1.9336  6.8362  30.8319
Si  5.8008  6.8362  30.8319
Si  9.6679  6.8362  30.8319
Si  1.9336  2.7345  0.9679
Si  5.8008  2.7345  0.9679
Si  9.6679  2.7345  0.9679
Si  0  4.1018  0.9679
Si  3.8672  4.1018  0.9679
Si  7.7343  4.1018  0.9679
Si  1.9336  8.2035  0.9679
Si  5.8008  8.2035  0.9679
Si  9.6679  8.2035  0.9679
Si  0  9.5708  0.9679
Si  3.8672  9.5708  0.9679
Si  7.7343  9.5708  0.9679
Si  11.5622  0.0671  2.8385
Si  3.8823  0.06  2.8841
Si  7.7216  0.0402  2.8783
Si  1.9192  1.3858  2.9163
Si  5.806  1.4113  2.898
Si  9.6367  1.403  2.891
Si  11.5689  5.4474  2.9467
Si  3.9008  5.4773  2.9378
Si  7.7428  5.4618  2.9388
Si  1.9217  6.8038  2.8604
Si  5.8261  6.8872  2.9749
Si  9.6587  6.8557  2.9188
Si  1.9142  2.7818  4.9082
Si  5.8371  2.7183  4.8727
Si  9.6578  2.5851  4.9697
Si  11.5191  4.0869  4.9261
Si  3.8797  4.089  4.8814
Si  7.7742  4.0679  4.8808
Si  1.9342  8.4294  4.5518
Si  5.8365  8.3155  4.9338
Si  9.6293  8.319  4.8045
Si  11.5634  9.6897  4.7587
Si  3.892  9.6888  4.8346
Si  7.7611  9.7684  4.9267
Si  11.6699  0.2557  6.6717
Si  3.6502  0.195  6.7663
B  8.0296  0.4111  6.2983
B  1.8844  1.219  6.1819
Si  6.0756  1.2918  6.8026
B  9.6314  0.9489  6.3361
Si  11.5356  5.7639  6.6699
Si  3.6838  5.6399  6.6743
Si  7.7107  5.4842  6.821
Si  1.8454  7.0752  6.3706
Si  5.7522  6.8849  6.8811
Si  9.5128  7.0744  6.8154
O  0.3362  5.0934  8.1524
O  5.8747  7.9169  8.2204
O  7.8373  4.4131  8.1371
O  6.1719  2.2698  8.1616
O  3.1363  4.8906  8.0997
O  3.1953  10.2708  8.1524
O  1.8556  7.9901  7.7531
O  9.2733  8.2822  8.0045
O  0.4948  10.2806  8.0362
O  11.2741  4.2386  21.8611
O  7.6479  5.104  21.2692
O  8.1604  10.1776  21.8045
O  10.138  1.8355  21.7329
O  10.1093  6.828  21.7745
O  1.5693  7.6518  21.6734
O  5.7199  7.5894  21.6725
O  5.4532  2.0118  21.9093
O  0.6489  10.1676  21.8769
Si  1.8238  9.4208  8.5161
Si  3.9685  5.2375  9.4634
Si  5.3309  7.7806  9.7642
Si  11.5476  0.5414  13.8524
Si  0.8495  2.6896  18.3005
Si  7.7177  6.7493  11.4813
Si  8.3667  4.4263  16.8002
Si  9.8129  8.2903  9.5637
Si  2.5125  3.7133  11.7874
Si  10.1459  11.1341  10.99
Si  4.9664  1.0989  15.4664
Si  11.3716  3.0703  11.0672
Si  0.0883  5.7072  9.6376
Si  6.0356  3.7773  14.6889
Si  6.6345  3.6293  8.9436
Si  2.9669  1.1147  13.0711
Si  11.7836  4.5717  13.5061
Si  8.2154  8.7732  13.7178
Si  7.6044  0.6182  12.2504
Si  9.7621  7.4455  20.3329
Si  7.7161  10.4637  20.256
Si  1.5877  7.7622  11.1726
Si  11.1595  7.5525  13.4202
Si  6.5268  7.9359  20.3042
Si  3.9198  5.716  15.5786
Si  5.8643  1.9409  20.3441
Si  10.619  3.1228  20.8619
Si  0.7969  8.8869  20.8919
Si  1.3093  9.0332  15.2966
Si  2.4745  9.1815  18.2219
Si  0.8848  5.1817  16.4158
Si  9.0414  9.915  17.6819
Si  10.2076  1.6916  16.3641
Si  3.6518  8.1223  13.5701
Si  4.8728  10.1057  11.8179
Si  3.6629  1.1513  18.2327
Si  4.8553  7.3397  17.8447
Si  10.1289  6.8418  17.4594
Si  7.3642  3.6868  11.9847
Si  7.7847  4.1834  19.89
Si  6.5171  9.3882  16.1763
O  8.1577  7.7572  20.3436
O  10.3494  9.7643  10.0828
O  1.3891  2.9869  10.8342
O  1.049  4.1813  17.6859
O  9.7792  8.4664  17.3206
O  7.9131  2.2213  12.6165
O  6.3804  9.5347  19.9943
O  7.5027  7.5974  12.8479
O  3.4416  -0.0285  11.9801
O  10.6215  1.5373  14.7761
O  8.7681  7.6578  10.6284
O  8.0357  10.3651  13.3164
O  0.3719  10.2833  14.867
O  9.0254  10.2516  19.2896
O  4.1868  6.846  14.4236
O  9.2632  3.5201  20.05
O  10.88  4.4727  10.3597
O  4.4834  1.6508  16.9185
O  2.8273  7.6586  12.2339
O  11.7933  4.3911  15.1364
O  9.7988  8.3754  13.7367
O  2.3345  5.6693  15.8877
O  4.5379  4.3165  15.0424
O  1.3917  6.2461  10.4995
O  10.9224  8.5862  20.2455
O  0.549  7.711  14.7071
O  9.9918  6.4581  19.051
O  6.3166  6.8557  10.6737
O  7.5178  8.6113  15.168
O  7.4433  9.8563  17.4084
O  7.2018  1.0492  20.0914
O  11.5523  1.8307  17.2632
O  9.2366  3.0134  16.6202
O  11.0526  3.3388  12.6761
O  2.759  9.0804  14.5509
O  6.0291  0.3236  11.9245
O  6.2719  4.1414  13.1107
O  5.0563  9.2614  10.4166
O  1.5016  9.0242  16.9108
O  6.3474  3.4086  19.8924
O  5.4622  4.7416  9.045
O  0.1667  2.7464  19.7746
O  4.6746  5.9672  17.0047
O  5.7691  10.6401  15.5007
O  6.9776  3.1985  10.4754
O  5.3806  8.4187  16.7627
O  8.5197  11.2744  10.9318
O  9.1995  5.8309  16.5507
O  10.9433  7.1329  9.4745
O  3.391  10.5058  18.0232
O  7.7918  4.651  18.3168
O  3.975  6.8659  9.6814
O  7.1867  4.4052  15.6654
O  10.7391  1.6694  10.4798
O  0.2582  8.1429  12.0669
O  3.417  2.575  12.5097
O  1.3491  1.164  13.2814
O  10.9455  5.947  13.1968
O  8.1365  5.1617  11.7261
O  4.5737  1.4056  19.5445
O  6.0294  2.1628  14.8597
O  2.2915  1.9765  18.446
O  4.9264  9.0148  13.0488
O  5.8855  7.0726  19.0771
O  3.4145  7.8611  18.395
O  0.044  6.4635  16.9874
O  9.5863  0.2427  16.8181
O  3.5429  4.5143  10.8379
O  1.731  4.6235  12.923
O  10.7298  0.0367  12.5189
O  3.6653  0.9056  14.5175
O  1.6659  9.354  19.6045
O  1.7795  8.9959  10.1037

Results
free energy: -143584.229 eV
free energy less fixed offsets of B -154.04, O -568.88, Si -635.61 eV per atom: 0.321 eV

Forces (eV/angstrom), in the order of the atoms: element, x, y, z
Si  0.2328  0.2086  -0.0481
B  0.03  -0.111  0.0823
Si  0.1305  0.2605  -0.097
B  -0.0155  0.088  0.0204
Si  -0.2704  -0.1947  -0.0118
Si  -0.068  -0.3323  -0.0608
Si  -0.1078  0.0805  -0.016
B  0.0083  -0.1872  0.0615
Si  0.0407  0.0556  0
Si  0.1802  -0.1359  -0.0221
Si  -0.23  -0.0193  0.0794
Si  0.0066  -0.1408  -0.0503
Si  0.1312  -0.2982  -0.0598
Si  0.0528  -0.003  -0.0331
Si  -0.076  0.0437  0.0234
Si  0.0139  0.023  0.046
Si  -0.1469  0.3957  -0.1645
Si  -0.0236  -0.0175  0.063
Si  -0.1083  0.0218  0.0282
Si  0.0548  0.034  -0.0026
Si  0.0945  0.022  0.0592
Si  -0.0148  -0.0314  -0.0523
Si  0.1618  0.3159  -0.1157
Si  -0.0952  -0.0296  0.0758
Si  -0.0381  -0.0041  0.0046
Si  0.0527  -0.0675  -0.1406
Si  0.0293  -0.002  -0.0132
Si  -0.1017  0.1573  -0.0705
Si  0.0336  -0.058  -0.0301
Si  0.0197  -0.003  0.0224
Si  -0.0268  0.0078  -0.0067
Si  0.0112  -0.144  -0.0634
Si  0.0475  0.0078  0.0059
Si  -0.0121  -0.0071  -0.0004
Si  0.019  0.0168  0.0231
Si  -0.0565  -0.0272  0.0012
Si  0.0206  0.033  0.1955
Si  -0.0339  0.0145  0.2085
Si  0.0044  -0.0953  -0.0808
Si  0.0584  -0.0604  0.0564
Si  0.0693  -0.1234  -0.0358
Si  -0.0137  -0.0197  -0.4461
Si  0.0439  -0.0013  0.0113
Si  0.0455  -0.1036  -0.0649
Si  0.0235  -0.1397  -0.1868
Si  0.0402  -0.0363  0.0876
Si  0.0615  -0.2768  0.3668
Si  -0.096  -0.0242  -0.0394
Si  0.0078  -0.0282  -0.0022
Si  -0.0026  -0.0039  0.0109
Si  0.0197  0.033  0.0226
Si  0.0234  -0.045  0.0071
Si  0.0208  -0.0366  0.0135
Si  -0.0086  -0.049  0.0351
Si  0.0106  0.0416  0.0366
Si  -0.0108  0.087  0.0138
Si  -0.0056  0.1448  0.0261
Si  0.0106  0.0495  -0.0925
Si  -0.0017  -0.0889  -0.0377
Si  -0.0078  -0.0222  0.0018
Si  -0.0024  0.117  0.1018
Si  0.04  0.1931  -0.0966
Si  -0.0698  0.2396  -0.0869
Si  -0.0689  0.0652  0.1486
Si  0.0859  0.1139  0.1377
Si  0.005  0.0702  0.0513
Si  -0.0292  -0.1204  -0.2211
Si  0.0719  -0.0399  0.2491
Si  -0.0268  0.0038  0.0572
Si  -0.0307  0.0243  -0.0836
Si  0.014  0.0913  0.1537
Si  -0.0112  -0.0026  0.021
Si  0.0054  0.0104  0.0346
Si  -0.0034  -0.042  -0.0005
Si  -0.026  -0.0831  0.0352
Si  -0.0057  0.1323  0.0478
Si  0.0132  -0.0254  0.0124
Si  0.0154  0.0411  0.0511
Si  -0.0312  -0.0068  0.0027
Si  -0.017  0.0049  0.0034
Si  0.0026  0.0169  -0.0356
Si  0.0365  -0.0125  -0.0177
Si  0.0148  -0.0041  0.0139
Si  -0.0044  -0.0018  0.0383
Si  -0.0877  -0.3984  0.1693
Si  -0.078  0.0251  -0.0126
Si  0.049  -0.1921  0.0203
Si  0.0464  0.0894  0.0066
Si  0.0964  0.0857  -0.0229
Si  -0.0296  0.0934  0.0121
Si  -0.0075  -0.0127  0.0079
Si  -0.0432  -0.0539  -0.0216
Si  -0.0065  -0.0582  -0.0289
Si  -0.0853  0.0277  0.0365
Si  0.0833  -0.0063  0.0046
Si  0.0277  0.2283  0.0493
Si  0.2418  0.1618  -0.0886
Si  -0.2425  0.1446  -0.0473
B  0.0347  -0.0862  -0.0486
B  -0.0186  0.0746  0.0201
Si  0.1239  -0.0722  0.0904
B  -0.1018  -0.0336  -0.1258
Si  -0.0184  -0.0631  -0.0427
Si  -0.0699  -0.0221  -0.0491
Si  0.0042  -0.0169  0.0025
Si  0.0321  -0.0067  0.0069
Si  0.0392  0.0595  -0.0518
Si  -0.0214  0.0162  -0.0467
O  0.0022  0.0153  0.045
O  -0.0098  -0.0168  0.0374
O  -0.0075  -0.0033  0.013
O  0.0227  0.0315  -0.0549
O  0.0121  0.0149  0.0379
O  -0.0076  -0.0039  -0.0345
O  -0.0086  0.0237  0.0242
O  0.0068  -0.002  0.0433
O  -0.0046  -0.0036  0.0111
O  -0.0052  -0.0104  -0.0474
O  -0.0031  -0.0212  -0.0759
O  -0.0226  -0.0221  0.0126
O  0.0307  0.0758  0.017
O  -0.0381  0.0042  -0.0414
O  -0.0246  0.0012  -0.0095
O  0.0319  -0.0058  -0.0547
O  0.0317  -0.024  0.0435
O  -0.0528  -0.0037  0.1255
Si  0.0377  0.0135  -0.0938
Si  0.0032  -0.0138  -0.0407
Si  0.0008  -0.0039  -0.039
Si  -0.0036  0.0016  -0.0272
Si  -0.0014  -0.0031  0.0206
Si  0.0019  0.0011  -0.0296
Si  -0.0164  -0.0015  -0.0072
Si  -0.0043  -0.0039  -0.0422
Si  -0.0041  0.005  -0.028
Si  -0.0017  -0.0075  -0.0297
Si  -0.0123  0.0063  -0.0013
Si  -0.0079  0.0037  -0.0304
Si  0.0005  -0.0034  -0.0547
Si  -0.0063  -0.0005  -0.0232
Si  -0.0305  -0.0198  -0.0655
Si  -0.0018  0.0049  -0.0149
Si  -0.002  0.0026  -0.0193
Si  0.0061  0.0006  -0.0237
Si  0.0101  0.0005  -0.026
Si  -0.0022  -0.0111  0.1019
Si  -0.0122  0.0405  0.0838
Si  -0.0122  -0.0235  -0.0296
Si  -0.0041  0  -0.0241
Si  0.0047  0.014  0.0171
Si  -0.0009  -0.0095  -0.0196
Si  0.0064  -0.0133  0.0633
Si  -0.0206  -0.0297  0.0611
Si  -0.0108  0.0532  0.0241
Si  -0.001  -0.0005  -0.0227
Si  0.0181  0.0026  0.0036
Si  0.0077  -0.0148  -0.0247
Si  -0.0078  0.0152  -0.0073
Si  0.0137  0.0029  -0.013
Si  -0.006  0.0016  -0.023
Si  -0.0006  0.0054  -0.0238
Si  0  0.0126  0.0287
Si  -0.0022  -0.0005  -0.0026
Si  0.0055  0.004  -0.0235
Si  -0.0123  0.0083  -0.0212
Si  -0.0143  -0.0027  0.0589
Si  -0.0062  -0.0016  -0.0222
O  -0.0003  0.0034  -0.0166
O  -0.0091  0.0007  0.0208
O  0.0055  0.0007  0.0112
O  -0.0026  0.0093  -0.0094
O  -0.0012  -0.0104  0.005
O  -0.0021  -0.0013  0.0087
O  0.0008  -0.0244  -0.03
O  0.0005  0.004  0.0044
O  0.0047  -0.0031  -0.0003
O  -0.0085  0.0015  0.016
O  -0.0134  -0.0106  0.0232
O  -0.0019  -0.0097  0.009
O  -0.0015  -0.0005  0.0082
O  0.0108  -0.0094  -0.0391
O  0.0003  -0.0019  0.0071
O  0.011  0.0146  -0.0081
O  -0.0046  -0.0114  0.0151
O  -0.0041  -0.0056  -0.0093
O  0.0066  0.0045  0.0174
O  -0.0017  0.0019  0.0098
O  -0.0064  -0.0014  0.0055
O  -0.0053  0.0019  0.0076
O  -0.0019  0.0037  0.0009
O  0.0086  0.0163  0.0205
O  0.0061  -0.0092  -0.0013
O  -0.0001  -0.004  0.0072
O  -0.0003  0.0046  -0.0209
O  0.0061  0.0022  0.0158
O  -0.0028  0.0014  0.0159
O  0.0075  -0.0028  0.0007
O  0.0053  -0.0032  -0.0359
O  -0.0108  -0.0038  -0.0081
O  -0.0038  0.0028  -0.0016
O  0.0012  0.0037  0.0071
O  0.0026  0.0026  -0.0003
O  -0.0057  -0.0034  0.002
O  0.0016  -0.0026  0.0049
O  -0.0009  0.0009  0.026
O  0  -0.0036  0.0135
O  0.0274  0.0215  -0.0328
O  0.0034  -0.0141  0.0286
O  0.0035  0.0014  -0.0284
O  -0.0054  0.0063  0.0085
O  0.0005  -0.0026  0.0041
O  0.004  0.0071  0.0395
O  -0.0065  -0.0022  0.003
O  -0.0144  0.0034  0.0218
O  -0.0016  -0.0003  0.0085
O  -0.0013  0.0054  0.0198
O  -0.0047  -0.0032  -0.013
O  0.0039  0.0038  -0.0269
O  0.0013  0.0024  0.0161
O  0.0119  0.0018  0.0153
O  0.0051  0.0073  0.0122
O  0.0005  0  0.0087
O  -0.0016  -0.0005  0.005
O  -0.001  -0.0014  0.0014
O  0.001  -0.0025  0.0069
O  -0.0055  0.0077  0.0108
O  -0.0088  -0.0083  -0.0628
O  0.0002  0.0031  0.0045
O  0.0037  -0.0069  -0.0167
O  0.0006  -0.0046  0.0082
O  0.0081  0.0022  -0.0055
O  -0.0038  0.0038  -0.0092
O  -0.0235  0.0113  0.0149
O  -0.0072  -0.0082  0.0008
O  -0.005  -0.0061  0.0217
O  -0.0051  -0.0033  0.0065
O  0.0044  0.0034  0.015
O  0.0045  -0.0039  0.0079
O  -0.0213  -0.0035  -0.0477
O  -0.0043  -0.0131  0.0554

The program warned: the cutoff lies below the one the program advises for these potential files; the exchange-correlation potential is rough where the density is thin.
